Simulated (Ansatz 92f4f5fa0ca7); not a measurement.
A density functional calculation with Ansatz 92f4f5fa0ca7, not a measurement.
Periodic cell of 469 atoms, Si304O165, from a study of silicon, its oxide and their interface. The atomic structure is a simulated model.
Doubt: the cutoff is far below the 930 eV that the study's wrapper takes by default for these files, so forces and energies are approximate.
This geometry differs little from another in the collection (a relaxation step or a small displacement).

Settings
functional: PBE
potential files: Ansatz PAW
basis: plane waves
wave-function cutoff: 580 eV
density cutoff ratio: 5
exchange-correlation grid ratio: 1
k mesh: 1 x 1 x 1, Gamma-centred
self-consistency stop: 5e-08 eV per atom in the density residual
occupations: fixed
spin: none
net charge: 0

Cell vectors (angstrom)
a	15.4691	0	0
b	0	15.4691	0
c	-7.2634	1.0387	34.8462

Atoms and the computed forces on them: element, x, y, z (angstrom), force x, y, z (eV/angstrom)
Si	-6.0684	-2.9191	24.8598	-0.0212	0.0095	0.0103
Si	-2.1852	-3.4408	24.3258	-0.0362	-0.022	-0.031
Si	-1.4652	-6.507	24.8519	0.0053	-0.0056	0.0156
Si	-7.8633	0.7713	25.8251	-0.0046	0.0006	-0.0136
Si	-7.7328	4.8533	26.0869	-0.0224	0.011	0.0188
Si	-8.0076	-6.701	26.1695	-0.0146	0.0012	0.0218
Si	-7.8365	-2.9465	26.3598	0.0226	-0.0139	-0.016
Si	-3.0583	0.9992	25.9951	-0.0217	0.0045	-0.0251
Si	-3.1616	5.0013	26.015	-0.0381	-0.0027	-0.0272
Si	-3.4777	-6.6545	26.0737	-0.0068	-0.0031	-0.0176
Si	-3.8658	-2.8983	25.9118	0.0008	-0.0068	-0.0191
Si	0.0763	1.1371	26.1451	0.0295	-0.0046	0.0292
Si	0.0031	4.9552	25.9766	0.0448	0.037	0.0733
Si	0.5808	-6.607	26.0252	-0.0229	0.0311	0.0291
Si	0.42	-2.6705	25.8692	0.0535	-0.0342	0.1077
Si	-10.3053	0.9588	25.8885	0.0168	-0.0026	0.0221
Si	-10.1942	4.9513	25.9752	0.0167	-0.0056	-0.0023
Si	-10.4553	-6.7094	26.1762	0.0099	-0.002	-0.0043
Si	-10.2268	-2.9486	25.9951	-0.0028	0.0208	-0.0114
Si	-7.2981	2.7855	27.1643	0.0011	0.0145	0.0039
Si	-7.3381	6.8053	27.3633	0.0119	-0.0173	-0.0095
Si	-7.3762	-4.8804	27.5626	-0.0003	0.0062	0.0177
Si	-7.3469	-0.9199	27.4218	-0.0228	-0.001	0.0362
Si	-3.396	2.981	27.2677	-0.0404	0.0057	0.011
Si	-3.4282	6.8758	27.3969	-0.0214	0.0123	0.0107
Si	-3.4928	-4.7222	27.3919	-0.0149	0.0029	0.0267
Si	-3.4111	-0.9687	27.2543	-0.0283	0.0056	0.0095
Si	0.3981	3.0824	27.3813	0.0143	-0.0104	-0.0174
Si	0.4612	6.8836	27.3004	0.0036	-0.0214	-0.035
Si	0.5085	-4.6319	27.2795	0.0008	0.0099	-0.0351
Si	0.4659	-0.846	27.3481	0.0082	0.0001	-0.0117
Si	-10.9537	2.9562	27.1215	0.0043	-0.0012	-0.0074
Si	-10.988	6.7811	27.3116	0.0186	0.0032	0.0034
Si	-10.9697	-4.7521	27.392	-0.0159	-0.0136	0.037
Si	-10.9785	-0.9549	27.161	-0.008	0.0023	0.0012
Si	-9.1578	2.9058	28.6658	-0.0028	-0.0073	0.0181
Si	-9.1893	6.7883	28.8114	-0.0126	0.0087	0.0065
Si	-9.2308	-4.7945	28.9351	-0.0042	-0.0093	-0.0094
Si	-9.2389	-0.8911	28.7791	0.0279	0.016	-0.0058
Si	-5.361	2.9203	28.5825	-0.0027	-0.0055	0.0114
Si	-5.373	6.815	28.7002	-0.0086	0.0074	0.0045
Si	-5.3646	-4.8032	28.7823	0.0058	-0.0034	-0.0134
Si	-5.3267	-0.8896	28.6586	0.0017	-0.0008	-0.0025
Si	-1.5145	3.0147	28.7455	0.0138	-0.0046	0.0432
Si	-1.4561	6.9053	28.7129	0.0041	0.0284	0.0233
Si	-1.4586	-4.7057	28.6524	0.0035	-0.0118	0.0036
Si	-1.4863	-0.9224	28.6874	0.0174	0.0033	0.0274
Si	2.4867	2.9919	28.5385	-0.0061	-0.0058	0.0101
Si	2.4493	6.796	28.6043	-0.0174	0.0009	0.0122
Si	2.4518	-4.7061	28.6387	0.0046	-0.0037	-0.0216
Si	2.4908	-0.8949	28.5757	-0.0111	0.0043	-0.0114
Si	-9.2084	1.0416	30.0962	-0.0008	-0.0044	-0.0022
Si	-9.1845	4.8307	30.0811	-0.0005	0.0047	-0.0015
Si	-9.205	8.7094	30.1558	0.0009	0.0015	-0.0037
Si	-9.2016	-2.8065	30.1367	0.0012	-0.0037	0.0035
Si	-5.3285	1.038	30.0367	0.008	0.0014	0.0009
Si	-5.3564	4.8534	30.0208	0.0114	-0.0023	0.0038
Si	-5.3364	8.7278	30.0929	0.0042	-0.0002	0.0039
Si	-5.3443	-2.8171	30.0572	0.0002	0.0021	0.0096
Si	-1.4784	1.0367	30.0556	-0.0065	0.0019	-0.0114
Si	-1.4734	4.9547	30.0767	-0.002	-0.0261	0.002
Si	-1.4584	8.8309	30.0544	-0.0182	-0.0026	0.0067
Si	-1.4627	-2.8214	30.071	-0.0079	0.0024	0.0062
Si	2.4413	1.0527	29.9747	-0.0082	0.0032	0
Si	2.4315	4.8828	30.0097	-0.0044	0	0.005
Si	2.4223	8.7715	29.9888	-0.0021	-0.0006	0.0093
Si	2.4293	-2.7952	30.0278	-0.0064	0.0028	0.0089
Si	-7.2634	1.0387	31.4274	0.0967	-0.0118	-0.0162
Si	-7.2634	4.9058	31.4274	0.0965	-0.2196	0.077
Si	-7.2634	8.773	31.4274	0.1119	-0.1316	0.4822
Si	-7.2634	-2.8285	31.4274	0.1356	0.1698	0.3322
Si	-3.3962	1.0387	31.4274	-0.0913	0.0053	-0.0449
Si	-3.3962	4.9058	31.4274	-0.2662	0.0209	-0.127
Si	-3.3962	8.773	31.4274	0.0874	0.0111	0.0561
Si	-3.3962	-2.8285	31.4274	-0.0967	-0.009	-0.0194
Si	0.4709	1.0387	31.4274	0.1997	-0.0182	-0.5011
Si	0.4709	4.9058	31.4274	0.1946	-0.0429	-0.2797
Si	0.4709	8.773	31.4274	0.2289	0.0766	-0.3102
Si	0.4709	-2.8285	31.4274	0.1973	0.0781	-0.1868
Si	4.3381	1.0387	31.4274	-0.1941	0.1332	0.0114
Si	4.3381	4.9058	31.4274	-0.0238	-0.1816	-0.0576
Si	4.3381	8.773	31.4274	-0.411	-0.1418	0.2463
Si	4.3381	-2.8285	31.4274	-0.2222	0.1132	0.3088
Si	0	1.9336	3.4175	0.1159	-0.0245	-0.2735
Si	0	5.8008	3.4175	0.3735	-0.0191	-0.2707
Si	0	-5.8008	3.4175	0.0361	-0.1323	-0.1417
Si	0	-1.9336	3.4175	0.2863	-0.1082	-0.3437
Si	3.8672	1.9336	3.4175	0.1128	0.1789	-0.1298
Si	3.8672	5.8008	3.4175	-0.0048	-0.0213	0.0637
Si	3.8672	-5.8008	3.4175	-0.009	-0.0466	-0.2891
Si	3.8672	-1.9336	3.4175	-0.0686	0.1548	-0.1241
Si	7.7343	1.9336	3.4175	0.1204	-0.0909	0.2795
Si	7.7343	5.8008	3.4175	0.0812	-0.0608	0.2924
Si	7.7343	-5.8008	3.4175	0.1128	0.1128	0.1519
Si	7.7343	-1.9336	3.4175	0.0849	0.1634	0.2719
Si	11.6015	1.9336	3.4175	-0.1965	-0.0473	0.0375
Si	11.6015	5.8008	3.4175	-0.4047	-0.0184	-0.1525
Si	11.6015	-5.8008	3.4175	-0.1403	-0.0033	0.0649
Si	11.6015	-1.9336	3.4175	-0.3879	0.004	-0.1503
Si	-1.9275	1.8284	4.7376	-0.0059	-0.0035	0.0028
Si	-1.9318	5.7146	4.685	-0.005	0.0073	0.0173
Si	-1.9328	-5.8271	4.7619	0.0065	0.0116	-0.0006
Si	-1.935	-1.976	4.6931	-0.0015	-0.0049	-0.0013
Si	1.9427	1.9953	4.7584	-0.0021	0.0001	-0.0096
Si	1.9417	5.8122	4.8082	0.0035	-0.0004	0.0018
Si	1.9418	-5.8814	4.7607	-0.0011	-0.0021	-0.0043
Si	1.9359	-1.9646	4.7826	0.0064	0.0027	-0.0031
Si	5.7981	1.9574	4.7886	0.0052	-0.0004	0.0027
Si	5.7957	5.819	4.7983	-0.0038	0.001	0.0092
Si	5.7869	-5.7111	4.7565	0.0089	-0.0156	0.0074
Si	5.7856	-1.8394	4.7775	-0.002	-0.006	0.0064
Si	9.6752	1.9492	4.8448	0.005	0.0009	-0.0027
Si	9.6695	5.8181	4.8459	-0.0023	0.0056	-0.0052
Si	9.6728	-5.8061	4.8342	-0.005	0.0035	-0.0038
Si	9.6719	-1.9199	4.8438	-0.0053	-0.004	-0.0036
Si	-1.9233	-0.1289	6.0871	0.018	0.0068	0.0092
Si	-1.8974	3.7757	6.0003	0.0021	-0.004	-0.0033
Si	-1.9332	-7.8454	5.992	-0.0079	-0.0079	-0.0082
Si	-1.942	-3.84	6.0696	-0.0013	-0.0018	-0.0048
Si	1.921	0.049	6.0409	-0.0053	-0.005	0.0069
Si	1.963	3.8996	6.1927	0.0056	0.0099	-0.0051
Si	1.9804	-7.7552	6.2306	-0.0009	-0.0037	-0.0031
Si	1.9653	-3.9748	6.0863	-0.015	0.0065	0.0054
Si	5.7569	0.0713	6.211	-0.0275	0.0117	0.0154
Si	5.825	3.8651	6.1837	0.0043	-0.0092	-0.0185
Si	5.7894	-7.6426	6.077	-0.0032	0.004	-0.0182
Si	5.7412	-3.7501	6.1148	-0.0263	0.0008	0.0167
Si	9.7169	0.0189	6.2565	-0.0123	-0.0016	0.0187
Si	9.6904	3.8929	6.2566	0.0002	-0.0016	0.0006
Si	9.6479	-7.717	6.2732	-0.0025	-0.0039	-0.0117
Si	9.6562	-3.8702	6.2252	0.0015	-0.0007	0.0076
Si	0.0182	-0.0443	7.4032	-0.0255	0.0091	-0.0142
Si	-0.0456	3.7659	7.4462	-0.0082	-0.0185	0.0151
Si	-0.0601	-7.8703	7.4213	0.0032	0.003	0.0178
Si	0.0179	-3.8898	7.3731	0.0018	-0.0189	0.0049
Si	3.7251	0.0462	7.5293	0.0339	0.0092	-0.0285
Si	3.8918	3.8891	7.5857	-0.0071	0.0074	0.0039
Si	3.9657	-7.6511	7.5818	-0.0068	-0.0134	0.0093
Si	3.8291	-3.8645	7.5451	0.0292	0.0067	-0.0165
Si	7.7174	0.1776	7.5601	0.0153	-0.0105	-0.015
Si	7.7221	4.0592	7.6281	0.0082	0.0038	-0.0048
Si	7.6096	-7.5431	7.5666	0.0065	0.0084	0.0114
Si	7.6393	-3.7415	7.5038	0.0077	-0.0155	0.0026
Si	-3.725	-0.1217	7.6036	-0.0009	0.0304	-0.0065
Si	-3.7144	3.7388	7.4761	-0.0022	0.0029	0.01
Si	-3.7561	-7.8612	7.4783	0.0046	-0.004	0.0142
Si	-3.8038	-3.8888	7.5277	-0.006	-0.0054	-0.0001
Si	-0.5445	1.8238	8.7452	0.0008	0.0152	-0.0043
Si	-0.6161	5.6683	8.7187	-0.0315	0.0045	-0.024
Si	-0.6478	-5.8767	8.4958	-0.0001	0.014	-0.0131
Si	0.7002	-1.968	8.5954	0.0493	0.005	-0.0049
Si	3.3825	1.9546	8.9246	-0.0012	0.0003	0.0174
Si	4.5797	5.8575	8.7849	0.0163	0.0096	-0.0201
Si	4.4451	-5.721	8.9356	0.0113	0.0042	-0.0019
Si	3.1007	-1.9282	8.7164	-0.0541	-0.0101	-0.0082
Si	4.9912	1.7527	10.5966	0.0119	-0.0112	0.0308
Si	7.0672	6.0409	8.8538	-0.0068	0.0015	-0.0011
Si	6.9223	-5.5679	8.8161	-0.0117	0.0052	-0.0051
Si	7.4683	-1.7739	8.8309	-0.0066	-0.0064	0.006
Si	-3.0634	1.8208	8.7805	0.0091	-0.0117	-0.0217
Si	-3.051	5.6351	8.6705	0.0202	0.0002	0.0166
Si	-3.0628	-5.8744	8.5248	-0.0042	-0.0055	-0.0006
Si	-3.5069	-2.0746	9.0433	-0.0179	-0.0025	-0.0131
Si	1.3099	1.8991	10.2728	0.0069	-0.0196	-0.0254
Si	7.7306	2.1313	8.9708	0.0048	-0.01	0.0067
Si	-12.0138	-6.3303	24.4658	-0.0307	-0.0015	-0.006
Si	-7.2634	-0.8949	32.7947	0.0763	-0.0085	0.0275
Si	-7.2634	2.9723	32.7947	0.069	0.0321	0.0217
Si	-7.2634	6.8394	32.7947	0.0448	0.0603	0.0228
Si	-7.2634	-4.7621	32.7947	0.0453	-0.0012	0.0014
Si	-3.3962	-0.8949	32.7947	-0.0497	-0.0032	0.0038
Si	-3.3962	2.9723	32.7947	-0.0028	-0.0159	-0.009
Si	-3.3962	6.8394	32.7947	-0.0474	-0.002	0.0073
Si	-3.3962	-4.7621	32.7947	-0.078	-0.0062	0.0013
Si	0.4709	-0.8949	32.7947	0.0746	-0.0324	-0.0142
Si	0.4709	2.9723	32.7947	0.0396	0.0204	-0.024
Si	0.4709	6.8394	32.7947	0.0721	-0.0216	-0.0262
Si	0.4709	-4.7621	32.7947	0.1264	-0.0157	-0.0171
Si	4.3381	-0.8949	32.7947	-0.0905	-0.028	0.0174
Si	4.3381	2.9723	32.7947	-0.1088	0.0084	0.0246
Si	4.3381	6.8394	32.7947	-0.0863	0.0491	0.0032
Si	4.3381	-4.7621	32.7947	-0.0732	0.0068	-0.0072
Si	-5.3298	-0.8949	34.1619	-0.0145	0.0142	0.0156
Si	-5.3298	2.9723	34.1619	-0.0144	-0.0146	0.0094
Si	-5.3298	6.8394	34.1619	-0.0215	-0.0053	0.0247
Si	-5.3298	-4.7621	34.1619	0.0128	0.0077	0.0236
Si	-1.4627	-0.8949	34.1619	-0.0117	0.0319	-0.0184
Si	-1.4627	2.9723	34.1619	-0.0054	-0.0086	-0.0178
Si	-1.4627	6.8394	34.1619	0.0243	-0.0454	-0.0252
Si	-1.4627	-4.7621	34.1619	0.0015	-0.0059	-0.023
Si	2.4045	-0.8949	34.1619	0.0259	0.0301	0.0126
Si	2.4045	2.9723	34.1619	0.0233	-0.0023	0.0074
Si	2.4045	6.8394	34.1619	0.0138	-0.0498	0.0111
Si	2.4045	-4.7621	34.1619	-0.0098	0.0086	0.0173
Si	-9.197	-0.8949	34.1619	0.0016	0.0335	-0.0014
Si	-9.197	2.9723	34.1619	-0.0058	-0.0183	0.0022
Si	-9.197	6.8394	34.1619	-0.0163	-0.0283	-0.0098
Si	-9.197	-4.7621	34.1619	-0.0135	-0.0094	-0.0029
Si	1.9336	0	0.683	0.0216	0.0095	-0.0258
Si	1.9336	3.8672	0.683	0.0154	-0.0385	-0.0182
Si	1.9336	7.7343	0.683	-0.0195	0.0092	-0.0099
Si	1.9336	-3.8672	0.683	-0.0033	0.0246	-0.0246
Si	5.8008	0	0.683	-0.0111	0.0038	0.0299
Si	5.8008	3.8672	0.683	-0.0057	0.0128	0.0108
Si	5.8008	7.7343	0.683	-0.0211	-0.025	-0.0059
Si	5.8008	-3.8672	0.683	-0.0016	-0.0119	0.0197
Si	9.6679	0	0.683	-0.0161	-0.0041	-0.0216
Si	9.6679	3.8672	0.683	-0.0285	-0.0446	-0.0068
Si	9.6679	7.7343	0.683	0.0165	0.0133	0.0002
Si	9.6679	-3.8672	0.683	0.0078	0.0175	-0.0179
Si	-1.9336	0	0.683	-0.0023	0.0105	0.0297
Si	-1.9336	3.8672	0.683	0.0062	0.0545	0.0018
Si	-1.9336	7.7343	0.683	0.0204	-0.0076	-0.0132
Si	-1.9336	-3.8672	0.683	0.0049	-0.0182	0.0075
Si	0	0	2.0503	0.1717	0.0298	-0.0261
Si	0	3.8672	2.0503	0.0414	0.0086	-0.0347
Si	0	7.7343	2.0503	-0.025	0.03	-0.0218
Si	0	-3.8672	2.0503	0.0823	0.0453	-0.0182
Si	3.8672	0	2.0503	-0.0843	-0.0375	-0.0111
Si	3.8672	3.8672	2.0503	0.0221	-0.0398	-0.0212
Si	3.8672	7.7343	2.0503	0.067	0.0209	-0.0106
Si	3.8672	-3.8672	2.0503	-0.0635	-0.0246	-0.0029
Si	7.7343	0	2.0503	0.0971	-0.004	-0.0047
Si	7.7343	3.8672	2.0503	0.0631	0.0015	0.0263
Si	7.7343	7.7343	2.0503	0.0089	-0.0065	0.0226
Si	7.7343	-3.8672	2.0503	0.0818	-0.0513	0.0105
Si	11.6015	0	2.0503	-0.155	0.0071	-0.0204
Si	11.6015	3.8672	2.0503	-0.1063	0.0229	-0.0158
Si	11.6015	7.7343	2.0503	-0.0407	-0.004	0.0022
Si	11.6015	-3.8672	2.0503	-0.1131	0.0217	-0.0068
Si	-8.5495	-1.0926	20.9644	0.007	0.012	0.0047
Si	-7.0687	-0.1773	23.5932	0.0058	0.0039	0.0099
Si	-5.9666	-5.9312	24.0714	0.0079	-0.0201	-0.0016
Si	-4.6647	1.6267	23.342	-0.0377	0.0013	0.0081
Si	-5.4736	4.6429	23.9031	-0.0017	-0.023	0.0005
Si	-2.0126	-7.848	22.2217	-0.008	0.0038	0.0129
Si	1.4138	1.0616	23.3061	0.0059	-0.0105	0.004
Si	2.4359	-7.7373	22.0628	0.0048	0.0111	0.0104
Si	2.0459	-2.071	23.2832	0.0087	0.0095	0.0049
Si	-11.1465	1.9044	23.0469	-0.0041	-0.0072	-0.0066
Si	1.6391	5.2561	23.2376	-0.0136	0.0001	0.007
Si	-11.8173	5.8091	19.7864	-0.0016	0.0027	-0.0012
Si	-10.9429	-3.503	23.7666	-0.0097	-0.0096	-0.0055
Si	-0.568	-2.2269	10.5023	-0.0213	0.0017	0.0326
Si	-0.6815	1.345	14.869	0.0078	-0.0042	-0.0066
Si	0.6807	4.7856	11.523	0.0163	0.0068	0.0051
Si	0.4127	-5.147	11.3061	-0.0019	-0.006	-0.0094
Si	3.3505	-9.0789	11.6893	-0.0078	-0.0089	0.0115
Si	3.4651	-5.8813	11.1835	-0.0088	-0.0018	0.0284
Si	5.0695	-1.4003	10.7417	-0.0182	0.0036	0.0082
Si	8.0218	-8.9123	11.0086	0.0215	-0.0325	0.055
Si	-3.8867	-6.1616	10.6499	-0.001	0.0022	0.0355
Si	4.8401	-5.0901	13.9052	0.0027	-0.0003	0.0001
Si	-5.252	1.624	10.9468	0.0058	-0.0136	-0.0011
Si	-4.2239	2.6936	13.4644	-0.0097	0.0026	0.0009
Si	8.6279	-5.7479	11.3962	0.0021	0.0061	0.0016
Si	9.6549	-1.4926	11.1425	0.0013	0.009	0.0131
Si	-8.8376	-6.5287	19.7626	0.0018	0.0001	-0.0071
Si	5.9517	5.6388	13.2658	0.0019	0.006	-0.0217
Si	1.6352	-0.4675	19.4529	-0.0007	-0.0006	-0.0001
Si	-4.7183	3.0699	16.3524	-0.0021	-0.002	0.0069
Si	-7.2148	1.4969	16.8976	0.0068	-0.0074	0.006
Si	9.3866	-3.6185	13.503	-0.005	-0.0064	-0.0014
Si	5.9088	-7.6573	15.347	0.0003	0.004	0.0057
Si	-1.7778	-6.1517	12.9821	-0.0068	0.0174	0.002
Si	5.4189	-2.1903	13.6448	0.0065	-0.0033	-0.0034
Si	-1.7484	-7.093	18.0138	-0.0059	0.0121	0.0063
Si	1.0735	-6.751	17.1708	-0.0028	-0.0022	0.0082
Si	-3.2176	1.5812	20.5234	-0.0114	-0.0108	0
Si	-4.0653	4.1675	19.0633	-0.0161	-0.0007	0.0037
Si	1.1495	4.1689	20.3975	0.0065	-0.0018	0.0058
Si	-6.0942	5.6721	20.9232	0.0005	-0.0026	-0.0024
Si	-9.2084	6.0621	21.1181	0.002	-0.0006	-0.0047
Si	-4.4429	-9.2824	11.2717	-0.0336	-0.0377	0.009
Si	2.8029	-4.3027	16.1484	0.0004	0.0005	-0.0027
Si	-3.8856	-1.3724	19.3947	-0.0032	-0.0045	0.0108
Si	3.4926	3.4302	16.0579	0.0006	0	-0.0029
Si	-10.0329	1.7166	17.566	-0.0063	-0.0016	0.0088
Si	5	2.807	13.4783	-0.0081	0.0027	-0.0013
Si	-3.3856	-4.4747	14.8726	-0.0072	0.0022	0.0076
Si	2.4682	-1.552	14.6365	0.0043	-0.0027	-0.0038
Si	-12.189	6.5531	16.7526	0.0071	-0.0015	0.0013
Si	8.8114	-3.3858	16.5451	-0.0015	-0.0052	-0.0007
Si	-1.413	5.8342	19.9094	-0.004	0.0036	-0.003
Si	-4.2984	-7.1578	16.2528	0.0018	0.0042	0.0031
Si	-7.2109	-6.5068	17.2357	-0.0074	-0.0053	-0.0018
Si	-10.6299	4.8859	23.6541	-0.0034	-0.0013	-0.0048
Si	-3.0421	-8.8716	13.9751	-0.0097	0.0069	-0.0006
Si	-3.5634	0.5427	15.3216	-0.0032	-0.0041	0.0121
Si	-0.106	1.5289	20.7546	-0.0007	-0.0019	0.0017
Si	-2.322	-3.286	21.1914	-0.0271	0.0104	-0.009
Si	6.2488	0.4172	15.0429	-0.0031	-0.0038	-0.0057
Si	0.626	-2.9925	20.6399	-0.0065	-0.0054	0.0058
Si	-2.5171	-5.5184	20.4259	-0.0048	-0.0057	-0.0025
Si	-9.2691	-3.9086	21.0858	0.0035	0.0083	-0.003
Si	-3.779	-2.2129	16.5778	-0.0012	-0.0026	0.0101
Si	1.8098	0.8182	16.5335	0.0101	-0.0005	0.003
Si	-11.0251	0.4564	20.3422	0.0069	0.0041	0.0046
Si	-6.8103	-1.0534	18.4496	0.0007	0.0022	0.0075
Si	-1.5498	4.0401	13.7533	0.011	0.0033	0.0005
Si	-4.8128	-7.1463	21.5016	-0.0091	0.0134	-0.0015
Si	0.6019	-0.2136	12.4757	0.0015	-0.0074	-0.0208
Si	-11.0864	-4.7506	18.8886	-0.0006	-0.0005	0.001
Si	1.6263	-5.7583	20.0084	-0.0085	0.0031	0.0059
O	-5.9441	-4.3004	23.9668	0.0055	0.0041	0.004
O	1.3474	6.8159	22.861	0.0085	-0.0093	0.0064
O	-10.0813	-6.052	18.7743	-0.0045	0.0025	0.0051
O	-3.4891	0.0877	19.9668	0.0007	-0.0016	0.0016
O	-3.9215	0.8947	24.5937	0.0022	0.0116	0.0027
O	-3.6683	1.7708	22.0766	0.0013	-0.0007	0.0114
O	-4.7802	-6.5224	25.0287	-0.0092	0.0108	0.0003
O	-1.4648	1.0365	25.5497	-0.0042	-0.0024	-0.0128
O	-12.2134	5.1429	23.3562	-0.0022	0.0019	0.0128
O	-4.1887	5.2439	24.7303	-0.0092	-0.0099	0.0092
O	-0.9222	-2.5707	24.9133	0.0206	0.0343	0.0328
O	1.6782	-2.5665	24.803	0.0162	0.0152	-0.0501
O	-10.7799	0.8889	24.2818	-0.0151	0.0108	-0.0205
O	-1.3792	-7.6979	23.705	-0.0135	-0.0021	-0.0134
O	1.9726	-6.6314	25.1098	0.0148	-0.0063	-0.0122
O	-11.8124	-2.2659	23.133	-0.0004	0.0027	0.0133
O	-0.0467	5.5675	10.2836	0.0142	-0.005	0.0238
O	1.2961	3.3396	11.0712	-0.0073	0.022	0.0066
O	-0.0111	-6.0316	10.012	0.0077	0.0133	0.0199
O	6.9382	-9.5828	12.0115	0.0273	0.0191	-0.0106
O	3.9133	-9.7142	10.3003	-0.0215	0.0047	0.0298
O	3.8615	-1.8192	13.8693	-0.0139	-0.0002	0.0053
O	-7.7885	-0.5306	19.6387	0.004	-0.0055	-0.0055
O	3.5513	-1.8886	10.3419	0.0312	-0.0014	0.0206
O	6.4783	2.2063	10.0488	-0.0114	0.006	0.0079
O	9.1358	2.1144	9.8349	0.0068	0.0036	0.0064
O	-3.1573	-7.5303	17.3412	0.0006	0.0052	-0.0027
O	7.4909	-5.2242	10.3525	0.0148	0.0001	0.0126
O	5.9136	-1.797	9.3973	-0.0011	0.0071	0.0081
O	8.3595	-1.7322	10.2012	0.0002	0.0024	-0.0029
O	-1.9669	0.3939	15.1361	0.002	0.0055	-0.0037
O	3.7291	3.1131	14.464	-0.0016	0	0.0111
O	-4.5413	-2.08	10.3195	-0.0137	-0.005	0.0211
O	-2.0558	-2.2453	9.8053	0.0343	0.0004	0.009
O	-3.5479	-2.5033	20.4872	-0.0002	-0.0022	-0.0023
O	-10.124	-0.8699	20.6068	-0.0062	0.0028	0.0074
O	-7.7126	5.455	20.8791	-0.0052	0.0041	0.0098
O	-10.6531	3.1238	16.9842	-0.0002	-0.0029	0.0043
O	2.2117	-2.8291	15.6655	0.002	-0.0041	0.0028
O	-4.5118	-3.9905	13.788	0.007	-0.0028	0.0138
O	-5.9493	0.7602	22.866	0.0157	0.0081	0.0154
O	-5.6093	0.1022	11.4346	0.0006	0.0047	-0.0061
O	-2.5434	-3.018	22.794	-0.0029	0.0192	0.0074
O	1.7197	-0.5082	23.0554	0.0001	0.0079	0.0129
O	-12.3541	-5.1862	19.7855	0.0013	0.002	0.0038
O	-2.7656	3.2583	12.9671	0.0009	0.0024	-0.002
O	-9.8919	-3.9591	22.5983	0.0012	-0.0034	0.0024
O	-4.0963	-8.237	15.0428	0.0005	0.0075	0.0083
O	5.3168	0.5454	16.4011	-0.0019	0.0035	0.0053
O	1.2539	-6.7727	18.7979	-0.0006	0.0026	-0.0038
O	8.5837	-4.8921	12.8037	0.0058	0.008	0.0056
O	-10.6594	1.4483	21.5718	-0.0045	-0.0045	0.0002
O	-10.3133	5.2932	20.1737	-0.001	0.0019	0.0108
O	-8.5097	-5.3213	20.815	-0.0006	-0.0048	0.0072
O	-4.2229	-7.7341	10.8805	0.001	-0.002	0.0085
O	0.2559	0.9851	16.1323	-0.0036	0.0023	0.0002
O	1.486	0.6345	11.3552	-0.0072	-0.017	0.0219
O	6.47	-8.9461	14.5253	-0.0004	-0.0012	-0.0055
O	0.8988	2.6049	20.0559	-0.0017	-0.0013	0.0039
O	-0.4005	4.5266	12.7115	-0.0105	-0.0038	0.0066
O	4.5711	2.6647	11.9068	-0.0016	-0.0017	-0.0128
O	-4.1044	-5.6209	15.7738	0.005	-0.0042	0.0009
O	-7.4319	-2.2341	17.4564	-0.0027	-0.0014	0.0027
O	-8.4529	1.9784	17.8416	-0.0016	-0.0005	0.0012
O	-4.0969	-6.0438	20.5204	0.0095	0.0108	0.006
O	-7.137	-4.8852	16.982	0.0006	0.0025	0.0005
O	-6.8982	4.9857	24.6366	0.0341	-0.0019	-0.0178
O	-2.0657	-5.1153	14.1937	-0.0028	-0.0097	-0.0096
O	-6.4117	0.2646	17.5841	-0.002	0.008	-0.0005
O	-8.2062	-2.6809	21.0745	-0.0047	-0.0049	0.0093
O	-12.5864	0.0176	20.3785	-0.0047	-0.001	0.0039
O	2.3899	2.3436	16.5834	-0.0034	-0.0041	0.0041
O	9.4001	-2.3043	12.5308	-0.0007	-0.0059	0.0055
O	-0.0243	5.029	19.6718	-0.0073	0.0012	0.006
O	-0.5445	-6.8867	16.9082	-0.004	-0.0024	0.0045
O	-3.7471	1.7011	10.2978	-0.0175	0.0035	0.0199
O	5.6837	-6.4057	14.328	-0.0027	-0.0036	0.0024
O	-5.8051	-7.2529	16.8618	-0.0023	-0.0006	0.0014
O	-0.966	2.9608	14.8446	-0.0024	-0.0028	-0.0008
O	9.4573	5.7661	11.1133	0.0346	0.0421	-0.0062
O	-5.3454	-5.4184	10.8005	0.0108	-0.0127	-0.0059
O	4.4121	-9.4055	12.8882	0.0168	-0.0015	0.0017
O	-5.269	2.6753	12.2109	0.0005	0.0114	0.0149
O	-1.6372	1.9375	20.4623	0.0042	0.0042	0.0072
O	1.0831	4.3441	22.0162	-0.0051	-0.0008	-0.001
O	-12.2994	-8.5384	20.8588	0.0056	-0.0087	0.002
O	-2.7842	-5.7087	11.7704	-0.0108	-0.0165	-0.0173
O	-11.9739	-4.7563	24.0161	0.0065	0.0094	0.0053
O	-1.6076	-6.5181	21.3632	-0.0065	0.0077	0.0017
O	7.7399	0.9474	15.4407	-0.0009	-0.0001	0.0017
O	-4.1866	-0.9165	15.6641	0.0018	0.0027	-0.0028
O	6.3144	-1.1145	14.4873	0.0013	0.0113	0.0074
O	-5.0827	-3.1417	16.8838	-0.0027	0.0028	-0.0009
O	5.1106	0.1885	11.0719	0.0005	0.0086	-0.0144
O	-9.68	5.8333	22.6849	0.0075	0.0099	0.0005
O	-10.7461	1.2128	18.9261	0.0043	0.005	-0.0096
O	2.5673	-0.1429	15.453	-0.0049	0.0038	0.0045
O	-2.1146	5.3688	14.5423	0.0004	-0.0006	-0.0021
O	-3.6408	-7.9146	22.3433	0.0255	-0.0033	0.009
O	5.6966	-2.1469	12.0397	0	0.001	0.0027
O	-11.8778	-7.2174	23.0907	-0.0033	-0.0013	0.0097
O	-0.5401	-1.0447	11.6472	0.0086	0.0118	0.0046
O	0.1482	1.4679	22.3655	-0.0066	-0.001	0.0011
O	-5.4076	4.8198	19.7184	0.014	-0.0058	-0.0028
O	-5.8253	-6.4397	22.5452	0.0009	-0.0043	0.0082
O	-10.3607	3.3077	23.2919	-0.0067	-0.0027	0.0088
O	1.9084	5.7222	12.065	0.0008	0.0017	-0.0076
O	1.3825	-1.3102	13.4222	0.0037	-0.0019	0.0069
O	-7.4004	-6.4858	24.6335	0.0187	0.0053	-0.0172
O	1.4703	-2.0894	19.5661	0.003	0.0021	0.0028
O	-3.9589	-9.5244	12.796	-0.0123	0.0178	-0.0563
O	-3.5404	5.3158	10.2395	-0.0259	0.031	0.0206
O	7.0524	-7.2015	16.3951	0.0072	0.0028	0.0048
O	-0.9339	-2.5455	20.7278	0.0173	0.0012	0.0042
O	-0.2373	-3.6492	11.2564	0.0101	-0.0161	-0.0109
O	-1.5848	4.9749	25.4799	-0.0122	-0.0003	-0.0188
O	-4.1549	4.1662	17.4211	0.0009	0.0037	0.0056
O	-1.6871	-5.0049	24.1743	-0.0117	-0.0323	0.0146
O	3.1838	-7.464	11.5261	-0.0022	0.0073	-0.0045
O	-7.5405	-6.79	18.8111	0.0005	0.0032	-0.0001
O	4.4557	-5.2379	12.3229	-0.0143	-0.005	-0.0081
O	-4.0147	2.6219	19.572	0.0016	0.0093	-0.0018
O	3.0692	5.01	16.2054	-0.0018	0.0042	0.0054
O	-8.195	-0.3894	22.406	-0.0099	-0.0052	-0.0128
O	-4.664	3.5766	14.7865	-0.0007	0.0031	0.0025
O	-3.1171	-1.6784	17.9715	-0.0006	0.0024	0.0026
O	0.93	4.8235	24.6238	0.0229	-0.0027	-0.0404
O	2.0402	-5.0679	11.3433	-0.0005	-0.0069	-0.0057
O	-5.6863	-8.2353	20.6678	-0.0032	-0.0094	0.0066
O	0.59	-4.5162	20.0767	0.0048	-0.0052	0.0047
O	1.2761	-2.942	22.1393	-0.0103	-0.0048	-0.0032
O	-0.0472	0.9361	13.4257	-0.0138	0.0105	0.0147
O	-11.7961	6.4912	18.3241	-0.0021	-0.0035	0.0031
O	-2.0012	-5.7126	18.8707	0.0081	-0.0114	-0.0054
O	1.5864	-5.3092	16.5793	0	-0.0015	0.0007
O	-1.3369	-8.3147	18.9885	-0.002	-0.0036	0.01
O	1.0871	1.2893	24.8682	-0.0025	0.0021	-0.0002
O	-0.2059	-5.9513	12.5883	-0.0047	-0.0007	-0.0034
O	1.9088	0.0348	17.9452	-0.0053	0.0022	-0.0007
O	-6.303	-1.6101	23.8798	0.0202	-0.017	0.0027
O	5.6875	1.3917	13.8739	0.0069	-0.0057	0.0077
O	-5.4745	-1.5636	19.1876	-0.0027	0.0002	-0.0004
O	1.9073	-8.0257	16.5501	-0.0042	0.0027	0.0035
O	-2.7991	-3.2164	15.746	-0.0003	-0.0001	-0.0057
O	-3.8693	1.6662	16.4789	0.0001	0.0055	0.0026
O	4.4936	-8.1086	16.0231	-0.0022	-0.0015	0.0003
O	-12.7759	2.0215	22.9783	0.0093	-0.0014	0.0119
O	-10.3119	-3.6516	19.8272	-0.005	0.0003	0.0015
O	3.5178	-4.9862	14.8537	-0.0067	0.0027	0.0037
O	-2.7208	4.9558	19.517	0.0036	0.0025	0.006
O	-9.1994	-7.8338	20.6672	-0.0004	-0.0007	0.007
O	-5.524	5.2089	22.3838	0.0014	0.0049	0.0039
O	8.6314	-3.2461	14.916	-0.0028	0.0056	0.0147
O	-4.1706	1.1155	13.9216	0.0015	-0.0022	-0.0023
O	-5.2506	3.0383	23.8734	0.0166	0.0032	0.0034
O	8.3218	-7.3595	11.5347	-0.0021	0.0013	0.0004
O	-12.8553	4.5526	19.7995	0.0012	0.0016	0.0036
O	-1.4914	6.2648	21.4871	-0.003	-0.0079	0.0031
O	6.0372	4.0564	13.6505	0.0018	-0.0011	-0.0005
O	1.5715	-6.5161	21.4385	0.0009	0.0077	-0.0029
O	-11.5921	-4.1944	17.4186	-0.0025	-0.0004	-0.0002
O	-2.0439	-7.702	13.4109	-0.0083	-0.0042	0.0019
O	0.2337	0.1106	20.0452	0.0031	-0.0005	0.0032
O	-6.2736	2.7916	16.7209	0.0004	-0.0004	-0.0016
O	5.7206	-3.722	14.1265	-0.0036	-0.0034	0.001

Results
free energy: -287102.254 eV
free energy less fixed offsets of O -568.88, Si -635.61 eV per atom: -11.614 eV

The program warned: the cutoff lies below the one the program advises for these potential files; the forces do not sum to zero within the program's tolerance; the exchange-correlation potential is rough where the density is thin.
